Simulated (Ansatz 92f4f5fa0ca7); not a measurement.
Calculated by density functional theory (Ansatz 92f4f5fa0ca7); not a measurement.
Periodic cell of 171 atoms, Si99O72, from a study of silicon, its oxide and their interface. The atomic structure is a simulated model.

Settings
functional: r2SCAN
potential files: Ansatz norm-conserving
basis: plane waves
wave-function cutoff: 1300 eV
density cutoff ratio: 4
exchange-correlation grid ratio: 1
k mesh: 2 x 2 x 1, shifted by 0.5 0.5 0.5 of a step
self-consistency stop: 5e-08 eV per atom in the density residual
occupations: Fermi-Dirac, 0.05 eV
spin: none
net charge: 0

Cell vectors (angstrom)
a 11.5403 0 0
b 0 11.5403 0
c -6.9044 3.8155 21.715

Atoms and the computed forces on them: element, x, y, z (angstrom), force x, y, z (eV/angstrom)
Si -1.1955 2.6131 0.403 -0.0365 -0.1377 -0.2516
Si -0.7276 6.7621 0.5949 -0.0461 0.2797 -0.3681
Si -0.7191 9.8618 0.5595 -0.0227 -0.2089 -0.259
Si 2.9414 3.4229 0.3279 -0.0121 0.3842 -0.6011
Si 3.0349 6.4814 0.9005 -0.0027 0.0682 -0.8284
Si 3.1193 9.5187 0.5966 -0.0271 -0.0958 -0.7488
Si 6.8265 3.4016 0.1222 0.0137 0.0465 -0.4544
Si 6.8227 6.4916 0.7303 0.069 0.1835 -0.6478
Si 6.6833 9.6203 0.4691 0.0883 -0.2558 -0.4137
Si 0.9633 2.7396 1.6149 -0.03 0.0186 -0.298
Si 1.0601 6.4878 2.0872 -0.1409 0.0125 -0.4094
Si 1.1852 10.1823 1.8776 -0.0057 -0.1621 -0.3063
Si 4.9042 2.7412 1.5211 0.0127 0.1289 0.0027
Si 4.9827 6.4215 2.1267 -0.1217 0.0915 -0.2481
Si 4.947 10.0439 1.9845 -0.1147 0.0076 -0.0537
Si 8.5203 2.6708 1.7999 -0.0233 0.0999 -0.2706
Si 8.8296 6.4073 1.8842 0.1745 0.0243 -0.312
Si 8.7193 10.2558 1.6597 0.0478 -0.1522 -0.2759
Si 0.9865 4.4894 3.2332 -0.026 -0.1972 0.2243
Si 1.0899 8.3887 3.3655 -0.0218 0.1455 0.2923
Si 1.0933 12.2748 3.0175 -0.0875 0.0838 -0.0888
Si 4.9289 4.4245 3.2441 0.0394 -0.1662 0.2048
Si 4.9579 8.2898 3.4527 0.0202 -0.0811 0.3683
Si 4.8833 12.2374 2.9914 0.0384 0.1217 -0.2402
Si 8.7356 4.5175 3.2368 0.0578 0.1151 0.1332
Si 8.7837 8.372 3.1801 0.1285 0.0542 -0.0755
Si 8.6274 12.1942 3.0564 -0.0038 -0.1125 -0.0462
Si -0.9005 4.5317 4.6163 -0.055 -0.078 0.0107
Si -0.8849 8.3747 4.6172 -0.0728 0.0039 -0.0664
Si -0.8879 12.2282 4.4039 0.035 0.1022 0.0409
Si 2.963 4.4818 4.5718 0.038 -0.1336 -0.1298
Si 2.9928 8.3137 4.6878 -0.034 0.0013 -0.1327
Si 2.9801 12.2761 4.4552 -0.0806 0.1091 -0.0099
Si 6.8395 4.5365 4.6294 -0.1042 -0.1577 -0.0422
Si 6.9437 8.3058 4.6504 -0.0218 0.0528 -0.0444
Si 6.7558 12.1864 4.4741 0.1313 0.1126 0.1407
Si -0.89 2.588 5.8966 0.2074 0.128 0.02
Si -0.8386 6.4543 6.0032 -0.1471 -0.002 0.0911
Si -0.9004 10.3268 5.8721 -0.034 -0.1095 -0.0084
Si 2.9575 2.6038 5.9626 0.0572 0.0346 0.1878
Si 2.9721 6.3853 5.9769 0.0498 0.1428 0.1332
Si 2.9852 10.322 5.8217 -0.0589 -0.0893 0.0209
Si 6.8555 2.5733 5.889 -0.1439 -0.1064 0.1259
Si 6.896 6.4328 6.0547 -0.0219 0.0311 0.2209
Si 6.7926 10.2594 5.8915 0.0518 -0.0753 -0.0308
Si 0.9859 2.7438 7.3547 -0.1848 -0.0927 -0.2785
Si 1.0984 6.4564 7.3928 0.0404 -0.1651 -0.0094
Si 1.0833 10.2338 7.166 -0.0639 -0.0073 -0.1093
Si 4.9521 2.5382 7.283 0.1965 0.2233 -0.2
Si 4.8788 6.5111 7.3349 0.0238 -0.0677 0.0421
Si 4.8432 10.1646 7.216 0.0312 0.0932 0.0053
Si 8.7652 2.6006 7.2973 -0.0752 0.1471 -0.0054
Si 8.8384 6.4078 7.4573 0.0524 -0.0201 -0.0654
Si 8.7023 10.3188 7.2477 0.0567 -0.0748 -0.1164
Si 1.0716 4.6886 8.9507 0.0622 0.3156 0.6852
Si 1.1479 8.3846 8.7167 0.0662 0.071 0.0708
Si 0.9249 12.179 8.3516 0.173 0.0325 0.3255
Si 5.0638 4.5668 8.5705 0.1607 -0.1484 0.2993
Si 4.7894 8.4126 8.8117 -0.1027 -0.0466 0.236
Si 4.9091 12.0313 8.5206 0.0017 -0.1276 0.2247
Si 8.9084 4.4395 8.8411 -0.2727 0.1626 0.1724
Si 8.7936 8.4421 8.7063 -0.0678 0.0039 0.2578
Si 8.6616 12.2178 8.5822 -0.0547 -0.1193 0.273
Si 10.6076 4.8542 10.5464 -0.072 -0.7753 -0.0663
Si 10.7814 8.7631 9.9876 -0.0365 0.3673 0.45
Si 10.6348 11.8541 9.7211 0.0678 0.0897 0.4051
Si 3.3287 4.0199 10.053 0.2089 -0.3054 -0.3327
Si 2.8879 8.3246 10.4316 0.1005 -0.0196 0.2648
Si 2.8641 12.4772 9.5583 -0.3214 0.3973 0.0323
Si 6.9341 5.04 9.9823 -0.1389 0.1068 -0.0775
Si 6.8119 8.2333 10.0076 0.1478 -0.6901 0.4126
Si 6.7462 12.2347 9.9621 0.1168 0.3715 0.4036
Si 7.5719 2.167 13.7116 0.2071 -0.0019 0.7002
Si 2.7952 6.8162 13.0708 0.1387 0.0692 0.6749
Si -0.1054 3.6599 13.2411 -0.0188 0.0572 0.7494
Si 10.1483 12.8637 12.4981 0.0382 -0.1145 0.3775
Si 6.2305 -1.2364 12.1331 0.1522 -0.1356 0.6061
Si 5.5918 6.2728 16.7939 0.1163 -0.1022 -0.4424
Si 2.96 4.8851 17.6349 -0.017 0.0207 -0.2999
Si -0.1713 7.8425 13.0003 -0.0784 0.1027 0.7706
Si 3.1673 10.9597 12.0396 -0.2117 0.2006 0.4873
Si 8.2896 11.4133 15.688 0.0636 -0.2526 0.3298
Si 1.0901 0.1121 16.4646 0.0279 0.0778 0.1636
Si -0.9045 10.5112 14.3198 0.0303 0.0076 0.4799
Si 3.954 8.5469 20.0964 -0.021 0.2927 -0.2132
Si 3.3853 1.0791 14.6702 0.0557 0.3354 0.6892
Si 3.966 8.3533 15.4116 0.0841 0.0489 0.1815
Si 9.3779 5.7274 13.2234 -0.1264 -0.0223 0.6965
Si 0.4088 6.5009 18.7208 -0.0332 0.0397 -0.5157
Si -2.1173 2.8401 20.0432 -0.1395 0.0033 -0.3142
Si -1.8015 4.5893 17.6648 0.107 0.0361 -0.4064
Si 2.6837 4.0994 14.5563 -0.1023 -0.1589 0.3019
Si 4.2054 15.732 20.1175 0.0435 -0.3173 -0.236
Si 5.6443 10.8183 15.1446 -0.0103 0.1175 0.6919
Si 5.7139 3.1398 11.6415 0.3029 0.0704 0.3236
Si 1.9979 8.83 17.6301 -0.242 0.1076 -0.3664
Si 6.282 17.985 19.5518 0.0551 -0.0253 -0.5441
Si -3.8844 16.3199 15.3295 -0.1384 0.0409 0.1766
Si -1.3059 13.1872 17.5336 0.1996 -0.0815 -0.2927
O 2.3998 0.9258 15.9622 0.0599 -0.106 -0.3323
O -1.3207 1.2835 -0.5811 0.1148 0.3781 0.2597
O 6.7532 8.0005 -0.0549 -0.0261 0.2443 0.5897
O 4.1514 3.6099 11.4967 -0.2975 0.0518 -0.5622
O -0.9884 8.308 0.1328 0.327 0.0587 0.4365
O 6.8731 10.8056 16.2476 0.0128 0.1683 -0.5652
O 3.4486 10.4012 -0.7706 0.0722 -0.2797 0.3413
O 3.4629 3.7912 18.717 0.1833 0.3512 0.3923
O 2.9377 2.7708 -1.2052 -0.1249 0.1477 0.6286
O -2.8889 5.0748 16.5729 -0.0112 -0.178 -0.0521
O 3.0183 5.0787 -0.0109 -0.1059 -0.4739 0.6328
O -2.4129 12.3856 16.6602 0.0861 0.0179 -0.0582
O 6.1591 10.6221 -0.7672 0.0871 -0.3961 0.2226
O 6.7626 5.0604 -0.1729 0.1003 -0.2337 0.4716
O 0.1061 6.521 20.3258 -0.0399 0.3189 0.573
O 4.9434 12.2937 15.0575 -0.1478 -0.3198 -0.2803
O -0.8145 5.8527 17.8741 0.094 -0.1116 0.3321
O 0.1791 0.9969 17.4711 -0.271 0.0236 -0.151
O 7.9518 5.7153 14.0183 0.3878 -0.2218 -0.2692
O 11.5123 3.9755 11.6421 -0.3123 0.3746 -0.1022
O 10.1171 7.0838 13.6862 0.1113 -0.1146 -0.5193
O 3.3568 2.6548 14.2243 -0.0891 -0.1135 -0.1216
O 9.4831 5.6064 11.5856 0.6007 -0.0919 -0.3048
O 3.2912 5.4038 13.767 -0.1245 0.1993 -0.3474
O 4.7313 10.7351 11.7316 -0.1328 -0.0637 -0.0391
O 2.4848 9.5652 11.5096 0.2553 -0.3223 -0.3021
O 3.12 6.9932 11.4678 -0.1967 0.5676 -0.5073
O -1.5976 3.8777 -0.5918 0.1537 -0.3454 0.2322
O 2.6172 12.1802 11.1467 0.2595 -0.3184 -0.1654
O 6.2544 10.2184 13.7537 -0.0805 0.1429 -0.5639
O 6.6976 4.4211 11.493 -0.1332 -0.1399 -0.2051
O 6.178 2.1723 10.4179 0.0413 -0.0794 0.318
O 7.1415 11.4346 11.3829 -0.2987 0.0208 -0.5153
O -3.7881 14.7718 14.9127 -0.0103 -0.0723 -0.3872
O 2.8909 2.5632 9.452 0.1279 0.0603 0.5424
O 7.7749 0.74 14.4251 -0.1208 0.1394 -0.2083
O -0.2064 10.5089 -0.8614 -0.1854 0.1967 0.2436
O 11.0789 8.0061 11.4242 -0.075 0.0667 -0.4932
O -2.3632 4.1801 19.1416 0.1252 -0.1965 0.1413
O 2.6332 8.0978 16.3108 0.1369 0.1324 0.0636
O -0.0935 9.2264 13.8159 -0.0043 -0.146 -0.39
O 8.7555 13.7199 12.591 0.0216 -0.0955 -0.1089
O -2.2367 10.2129 15.2282 0.1027 0.352 -0.2525
O 10.0983 11.3527 13.0498 -0.0231 0.1852 -0.1282
O 4.1723 5.9425 17.4783 -0.0109 -0.0705 0.1311
O 6.9094 6.6322 10.3245 -0.0145 0.0717 -0.2465
O 2.6906 4.2721 16.1716 0.0506 0.1109 -0.0615
O 1.1868 6.99 13.2579 0.0954 0.0742 -0.3022
O -0.296 13.6121 13.4394 -0.2431 0.1041 -0.4176
O 1.6957 5.6034 18.3139 0.0038 0.1083 0.1746
O 3.5942 7.996 13.8737 -0.1765 -0.1771 -0.158
O -1.8994 13.1204 19.0334 -0.0345 0.464 0.3257
O 10.7291 10.3597 10.3971 -0.0178 -0.2036 -0.3803
O 4.3923 9.8962 15.6109 0.1735 -0.0503 -0.2621
O 6.1122 2.397 13.0405 -0.1162 0.1435 -0.5478
O 6.694 8.8705 11.5394 -0.1174 0.25 -0.5751
O -1.1267 3.2115 17.075 -0.2058 -0.0254 0.2853
O 2.913 11.5103 13.5609 0.145 -0.3205 -0.6373
O 3.1562 8.8983 18.7457 0.1703 -0.229 0.3325
O 5.3034 7.5465 15.8498 -0.2555 -0.0646 0.1067
O 0.1763 -0.2107 15.1839 -0.1732 -0.1031 -0.1482
O -1.3649 4.4603 13.8585 0.0228 0.1441 -0.3705
O 5.2904 7.6968 19.8274 -0.0618 -0.1131 0.0722
O 5.5845 16.5432 19.8445 -0.0742 0.0988 0.0706
O 10.6296 12.9063 10.9699 0.0032 -0.0927 0.0003
O 1.5335 10.3267 17.2645 0.0404 -0.1901 -0.0637
O 1.1486 4.0888 14.1142 -0.0566 -0.0749 -0.3738
O 3.0534 7.9266 0.0396 -0.0552 0.2592 0.7857
O -0.3324 6.105 -0.8579 -0.1396 -0.2277 0.3434
O -5.3974 16.6141 15.8495 0.1369 0.2196 0.1132
O 6.674 18.0906 17.971 -0.3119 -0.0753 0.4399
O 0.7017 8.0034 18.1525 0.2112 -0.2158 0.2386

Results
free energy: -45075.117 eV
free energy less fixed offsets of O -463.61, Si -117.95 eV per atom: -18.147 eV
pressure: -1.13 GPa
stress xx, yy, zz, yz, xz, xy (GPa, positive in tension): 0.53, 0.8, 2.06, 0.18, 0.06, -1

The program warned: the forces do not sum to zero within the program's tolerance.
